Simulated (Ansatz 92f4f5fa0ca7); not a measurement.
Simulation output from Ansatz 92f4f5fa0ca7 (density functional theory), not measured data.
Periodic cell of 215 atoms, Si131O82As2, from a study of silicon, its oxide and their interface. The atomic structure is a simulated model.

Settings: functional PBE; potential files Ansatz PAW; basis plane waves; wave-function cutoff 700 eV; density cutoff ratio 5; exchange-correlation grid ratio 1; k mesh 2 x 2 x 1, shifted by 0.5 0.5 0.5 of a step; self-consistency stop 5e-08 eV per atom in the density residual; occupations fixed; spin none; net charge 0.

Cell vectors (angstrom)
a	10.938	0	0
b	0	10.938	0
c	0	0	31.5432

Atoms and the computed forces on them: element, x, y, z (angstrom), force x, y, z (eV/angstrom)
Si	10.4238	0.5402	24.2076	-0.0096	0.0592	-0.0713
As	5.9803	10.5551	24.2985	0.0077	0.0084	-0.0041
Si	2.1238	3.2667	24.0194	-0.0607	0.0231	-0.0406
Si	8.7193	2.2753	24.2874	-0.0222	-0.0597	-0.0956
Si	0.4649	5.0991	24.0617	0.0453	-0.0442	-0.0804
Si	5.0999	5.8917	24.21	-0.0434	0.0112	-0.0813
Si	3.4435	7.6611	24.1573	0.057	-0.0394	-0.0702
As	7.9413	8.6874	23.629	-0.0478	0.0098	-0.0584
Si	1.2948	1.4878	25.3855	0.0218	0.0229	-0.0255
Si	6.924	1.4154	25.5717	-0.0046	-0.0371	-0.0076
Si	3.9949	4.1271	25.3081	-0.0332	0.0065	-0.0083
Si	9.6692	4.1261	25.3941	0.0232	-0.0173	-0.0148
Si	1.4803	6.8405	25.2968	0.0263	-0.0063	0.0192
Si	6.8972	6.9398	25.3196	0.0644	0.104	0.0004
Si	4.1292	9.5355	25.4593	0.0299	0.0137	-0.0153
Si	9.4636	9.6358	25.3314	-0.0769	-0.0324	0.0357
Si	2.6965	0.048	26.6697	0.0139	0.0016	0.0471
Si	8.2191	-0.032	26.9013	-0.002	-0.0013	-0.0412
Si	0.0114	2.7881	26.8709	-0.0004	-0.0005	-0.017
Si	5.3994	2.7952	26.7025	-0.0014	-0.0274	0.034
Si	2.7248	5.4757	26.7978	-0.0009	-0.014	-0.0218
Si	8.2169	5.504	26.6591	-0.0163	0.017	0.0745
Si	-0.0007	8.2225	26.5885	0.0032	-0.0079	0.0508
Si	5.5453	8.2043	26.8183	-0.0007	-0.0082	-0.0091
Si	4.0906	1.3713	28.0813	-0.0003	-0.0027	0.012
Si	9.5817	1.3921	28.1907	-0.014	-0.0061	0.0075
Si	1.382	4.1366	28.199	0.0084	0.0149	-0.0067
Si	6.8265	4.1406	28.0596	0.0142	0.0199	0.0046
Si	4.1112	6.8436	28.1332	0.0008	0.0282	0.0104
Si	9.6012	6.8495	28.0434	0.0051	0.0076	0.0083
Si	1.3433	9.5828	28.0392	-0.0209	-0.0102	0.0189
Si	6.8417	9.5592	28.227	0.0012	-0.0064	-0.0048
Si	0.0129	-0.0104	29.4939	0.0206	-0.0103	-0.0162
Si	5.4481	0.0189	29.5018	-0.0263	0.0215	-0.0248
Si	2.745	2.7289	29.5	0.0221	-0.0319	-0.0206
Si	8.169	2.7624	29.4853	0.0141	0.0288	-0.0063
Si	-0.0161	5.4972	29.4985	-0.0262	0.0302	-0.0269
Si	5.4749	5.4748	29.4884	0.0065	-0.0241	-0.0092
Si	2.7182	8.2235	29.4631	-0.0391	-0.0082	-0.011
Si	8.2411	8.1737	29.499	0.0209	-0.0234	-0.0225
Si	1.3673	1.3673	30.8594	0.1131	-0.0715	0.0645
Si	6.8362	1.3673	30.8594	-0.1321	0.1096	-0.0225
Si	4.1018	4.1018	30.8594	0.1403	-0.0429	0.0336
Si	9.5708	4.1018	30.8594	-0.158	0.1162	-0.1042
Si	1.3673	6.8362	30.8594	-0.0167	0.2073	-0.0983
Si	6.8362	6.8362	30.8594	0.1125	-0.0938	0.0565
Si	4.1018	9.5708	30.8594	-0.1721	0.067	-0.0935
Si	9.5708	9.5708	30.8594	0.1105	-0.0681	0.0802
Si	2.7345	0	0.6835	0.0856	-0.1171	0.0516
Si	8.2035	0	0.6835	-0.1657	0.0293	-0.0549
Si	0	2.7345	0.6835	-0.151	0.12	-0.0258
Si	5.469	2.7345	0.6835	0.099	-0.105	0.0365
Si	2.7345	5.469	0.6835	-0.1466	0.1127	-0.0457
Si	8.2035	5.469	0.6835	0.0884	-0.1806	0.0878
Si	0	8.2035	0.6835	0.193	-0.091	0.0546
Si	5.469	8.2035	0.6835	-0.0136	0.1459	-0.0434
Si	4.1171	1.3493	2.0526	0.0294	-0.0287	0.0241
Si	9.5437	1.3825	2.0406	-0.0243	0.0243	0.0192
Si	1.3354	4.1312	2.0541	-0.0241	0.0264	0.0253
Si	6.8554	4.073	2.0542	0.029	-0.0285	0.0207
Si	4.0817	6.8595	2.0382	-0.0247	0.0267	0.02
Si	9.5945	6.8135	2.0505	0.0222	-0.0197	0.0269
Si	1.3808	9.5576	2.0558	0.0319	-0.0283	0.0225
Si	6.8323	9.5739	2.0642	-0.0293	0.0321	0.0303
Si	-0.033	-0.0086	3.3474	-0.0003	-0.0017	0.0024
Si	5.4717	-0.0084	3.4838	0.0028	-0.005	-0.0209
Si	2.7078	2.7272	3.3417	-0.0028	0.0123	0.0078
Si	8.1946	2.7018	3.4918	-0.0032	0.0006	-0.0111
Si	-0.0149	5.4744	3.5117	-0.0005	-0.0043	-0.0037
Si	5.465	5.4765	3.3284	-0.0022	-0.0033	0.0025
Si	2.7456	8.2081	3.4821	-0.0056	0.0018	-0.0127
Si	8.2319	8.1863	3.3785	0.0043	-0.0051	0.0104
Si	1.3082	1.3708	4.6737	-0.0063	-0.0001	0.0376
Si	6.8526	1.3075	4.9096	0.0082	-0.0063	-0.0458
Si	4.0773	4.1207	4.6433	-0.0018	0.0008	0.0348
Si	9.5444	4.0686	4.8931	0.0001	0.0004	-0.0787
Si	1.3676	6.8734	4.8922	0.0049	0.0021	-0.0732
Si	6.8471	6.8055	4.6873	0.0036	0.0008	0.0328
Si	4.1192	9.5661	4.8916	0.0063	-0.0061	-0.0457
Si	9.5882	9.5632	4.7459	0.001	0.001	0.0363
Si	2.6384	0.0483	6.1049	-0.0209	0.0012	-0.0017
Si	8.2463	-0.1286	6.2603	0.0024	-0.0204	-0.0139
Si	0	2.6607	6.1931	0.013	-0.0168	0.003
Si	5.3963	2.7742	6.0699	-0.0088	0.0159	-0.0118
Si	2.7704	5.4385	6.1351	0.0159	-0.0118	-0.0047
Si	8.1103	5.4441	6.1793	-0.0369	-0.0012	0.0083
Si	0.0141	8.2994	6.2392	-0.0018	0.0314	0.0064
Si	5.5843	8.1591	6.1592	0.0188	0.0013	-0.0076
Si	3.4964	1.9493	7.176	-0.0497	0.0512	0.0672
Si	10.0462	0.8366	7.4539	0.0217	-0.0259	0.0599
Si	1.7951	3.6654	7.3464	0.0341	-0.0351	0.0514
Si	6.2295	4.5307	7.384	-0.0567	0.0221	0.0524
Si	4.659	6.314	7.2561	0.0461	-0.0353	0.0577
Si	9.1858	7.1858	7.3307	-0.0176	0.006	0.0528
Si	0.9177	10.1637	7.5187	-0.0093	0.0456	0.0531
Si	7.4397	8.8938	7.4897	0.0323	-0.0507	0.0535
O	4.6015	6.6029	8.885	-0.0196	0.0023	0.003
O	1.4377	3.99	8.9402	0.0002	0.0185	-0.003
O	9.7619	6.5236	8.7429	-0.0024	0.0106	0.0037
O	1.344	10.1261	9.1462	-0.0011	-0.0104	-0.0097
O	6.1016	4.2308	9.0251	0.0126	-0.0015	-0.0021
O	3.7443	1.6458	8.7686	0.0172	-0.0114	-0.0089
O	7.1876	8.9866	9.1418	-0.0003	0.0169	-0.0155
O	9.6742	1.097	9.0502	-0.0034	-0.0005	-0.0051
O	8.2109	2.6479	22.7723	0.0079	-0.0017	0.0006
O	10.9108	5.6372	22.5627	0.0089	0.0019	0.0417
O	5.295	0.4212	22.8167	0.0029	0.0046	-0.0599
O	5.4117	5.3917	22.6589	0.0095	0.0043	0.0017
O	2.269	2.8	22.4325	0.0119	0.0038	0.016
O	3.5012	7.949	22.5208	-0.0213	-0.0047	0.0059
O	9.3491	8.446	22.3446	0.0314	0.0012	-0.0505
O	-0.1444	11.2284	22.6186	0.0051	-0.0214	-0.0014
Si	2.223	2.9528	12.8823	0.0051	-0.0054	0
Si	8.7339	1.3396	10.3517	-0.0019	0.0033	0.0113
Si	1.14	4.5161	15.343	0.0005	0.0007	0.0025
Si	7.589	5.5983	12.2231	-0.0017	-0.005	0.0061
Si	2.5443	8.1647	21.2204	0.0074	-0.0031	-0.006
Si	5.4702	7.8266	12.4653	-0.0018	-0.0026	0.0077
Si	9.3693	0.4603	15.4678	-0.0019	0.0031	0.0076
Si	3.0553	-0.0059	16.713	-0.0011	0.0003	0.0076
Si	10.5464	1.1492	12.5697	0.0019	0.0057	0.0065
Si	7.8045	2.814	21.2192	-0.0023	0.0063	0.016
Si	9.2063	8.792	14.4423	-0.0011	-0.0025	0.005
Si	1.5274	4.7754	10.3662	-0.0045	0	0.0042
Si	4.5869	9.4754	19.1947	0.0052	-0.0039	0.003
Si	11.2294	6.0522	21.0054	0.0075	0.0137	-0.0118
Si	6.7138	10.4782	14.8431	0.0005	0.0019	0.0027
Si	5.3994	0.7708	21.2282	-0.0085	-0.0235	0.0351
Si	2.3948	9.8194	10.3703	0.0078	-0.0011	0.0142
Si	0.5659	10.6263	21.2895	-0.0018	-0.0066	-0.0076
Si	5.903	5.2822	21.1203	0.005	-0.0039	-0.0006
Si	3.6843	7.0974	10.1103	-0.0002	-0.0048	0.002
Si	9.1101	5.6974	14.8616	-0.001	-0.0032	0.0042
Si	3.6912	4.1629	19.0659	-0.0023	0.0009	0.0008
Si	10.126	3.6076	19.3473	0.0011	-0.0111	-0.0047
Si	4.3532	8.7125	15.3625	-0.0012	-0.0013	0.0021
Si	0.5631	1.9195	17.1614	-0.0009	-0.0022	0.0068
Si	6.931	7.5638	19.3062	-0.0074	-0.0002	-0.0031
Si	5.3546	3.6782	16.7512	0.0055	-0.0057	0.0004
Si	7.8906	5.0267	17.5837	-0.0042	-0.0004	0.0038
Si	6.7105	9.9557	10.3648	-0.0048	0.0041	0.0165
Si	4.4277	1.0722	10.0972	-0.0026	0.0062	0.0066
Si	0.0267	9.0845	11.8787	0.0001	-0.006	0.0047
Si	9.4885	8.5467	20.7274	0.0127	0.0053	0.0499
Si	4.6536	1.7053	14.6027	0.0011	0.0019	-0.0011
Si	2.5332	2.1456	20.9604	0.0041	-0.0065	-0.017
Si	6.3723	3.3666	10.3804	-0.0056	0.0024	0.0073
Si	3.5133	5.9619	16.6948	0.0003	0.0024	0.0027
Si	9.9306	6.5286	10.355	0.0011	-0.0059	0.0039
O	0.168	2.5402	18.6067	-0.0062	0.0174	-0.0087
O	3.037	9.6842	15.6218	0.023	0.0005	0.0106
O	11.0559	4.6688	20.1645	-0.0081	-0.0064	-0.0001
O	7.6386	2.4546	9.9489	-0.0031	-0.0173	0.0118
O	10.9762	5.3361	10.8033	-0.0082	0.0096	-0.0172
O	6.6467	6.7712	12.8651	0.0019	0.002	-0.0174
O	10.3922	8.0545	10.753	0.0025	-0.0122	0.0064
O	7.7495	9.4827	13.9826	0.0152	-0.0033	0.0342
O	8.4765	6.2196	11.01	0.0104	-0.0068	0.0089
O	5.3783	10.3834	20.2915	-0.0127	0.0218	0.0116
O	2.232	3.7308	11.4284	-0.0082	0.0023	-0.0127
O	8.1123	8.5644	19.8341	-0.0037	-0.014	-0.0125
O	6.323	6.7651	20.6011	-0.0012	-0.0144	-0.0211
O	5.6049	2.7759	15.4112	0.0053	-0.0086	-0.0032
O	1.4542	0.931	20.6588	0.0172	0.0099	0.024
O	6.1014	9.0913	11.6163	-0.0059	-0.0099	-0.02
O	4.7345	5.0503	16.117	-0.0172	-0.0029	0.0315
O	6.6847	3.9318	17.6666	-0.0023	0.0142	-0.0073
O	10.5738	10.6593	11.7756	-0.0006	0.003	0.0085
O	5.6782	0.5394	14.0022	-0.0052	0.0074	0.0364
O	8.1245	5.1156	15.9892	0.0235	0.0063	-0.004
O	9.8293	9.8208	15.5563	-0.0245	0.0104	-0.0299
O	-0.3233	5.1669	15.1282	-0.0062	-0.0013	0.0003
O	1.7856	6.738	20.9303	-0.008	0.0052	0.0149
O	1.6313	0.6617	17.2044	-0.0055	0.0159	-0.0072
O	6.7248	1.6491	20.842	-0.0085	0.013	0.0301
O	1.1057	1.7517	12.8002	-0.0071	0.0127	-0.0029
O	3.2656	5.5567	18.2773	0.0168	-0.0259	-0.0246
O	9.62	2.0257	11.5525	-0.0015	-0.0112	-0.0077
O	1.1201	3.1561	16.2478	-0.01	0.0022	-0.0002
O	8.604	5.1409	13.4149	-0.0068	0.0185	0.0015
O	10.3412	8.5706	13.2861	-0.0031	0.0137	-0.0029
O	1.5653	9.39	21.6677	-0.0035	0.0103	-0.0131
O	10.3462	9.9286	20.34	-0.0118	-0.0296	0.0322
O	3.2344	0.2191	10.8629	-0.0032	-0.0231	-0.0186
O	5.1268	2.372	10.8326	0.0214	-0.0053	-0.0215
O	1.7608	4.1162	13.9048	-0.0035	-0.0198	0.0104
O	7.9601	10.9048	10.8415	-0.0096	0.0073	-0.0263
O	9.2315	4.458	18.2884	-0.0091	-0.008	0.0056
O	5.7424	9.523	15.7686	-0.0084	0.0063	-0.0283
O	5.5807	-0.0058	9.7191	-0.0012	0.0021	0.0138
O	3.6645	2.3182	13.421	-0.0166	-0.0003	0.015
O	2.0872	5.6858	15.9593	0.0131	-0.0199	-0.0006
O	9.7851	1.0469	13.9999	0.0043	-0.0192	-0.0001
O	4.4479	6.9793	11.5301	0.0014	0.0199	-0.0147
O	4.7354	4.6214	20.2183	0.0085	0.001	0.0045
O	10.0868	1.3488	16.5924	0.0133	-0.0108	-0.0205
O	6.6998	4.3487	11.6492	0.0133	0.0054	-0.017
O	5.7348	8.4527	18.6259	0	-0.0021	0.0213
O	9.1521	2.7153	20.3118	-0.0062	0.0149	-0.0014
O	3.7455	1.1693	15.8374	0.0022	-0.016	-0.0175
O	4.2927	3.1522	17.9026	-0.0066	0.0346	0.007
O	10.2427	7.1473	20.3133	0.0011	0.0071	-0.0019
O	3.3899	8.6697	9.7903	-0.0145	0.0038	0.0158
O	4.0274	7.4708	16.3689	-0.0049	-0.0075	-0.0137
O	7.7391	0.5014	15.696	0.0126	-0.0158	-0.0259
O	8.9856	7.313	15.0365	0.0048	-0.003	-0.0128
O	4.0543	1.6015	20.8929	0.0091	-0.0104	0.0065
O	1.6545	9.1456	11.6812	0.0019	0.0028	-0.0292
O	2.3717	6.1565	10.193	0.0135	-0.0082	-0.0015
O	7.4709	6.4748	18.2111	0.0036	-0.0178	0.0028
O	7.2093	4.3156	21.0086	-0.0133	-0.0205	0.0088
O	4.6117	8.2921	13.7899	0.0132	-0.0064	-0.0032
O	3.407	8.5945	19.9116	0.009	0.0128	0.01
O	2.5047	3.3262	19.8165	0.0036	-0.0063	0.0151
O	3.8937	10.4066	18.0298	-0.0081	-0.0069	-0.0066

Results
free energy: -139640.834 eV
free energy less fixed offsets of As -4857.07, O -569.03, Si -635.61 eV per atom: -1.324 eV

The program warned: the cutoff lies below the one the program advises for these potential files; the exchange-correlation potential is rough where the density is thin.
